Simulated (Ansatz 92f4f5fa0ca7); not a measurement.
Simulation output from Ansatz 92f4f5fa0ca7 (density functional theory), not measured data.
Periodic cell of 264 atoms, Si152O112, from a study of silicon, its oxide and their interface. The atomic structure is a simulated model.
This geometry differs little from another in the collection (a relaxation step or a small displacement).

Settings: functional r2SCAN; potential files Ansatz PAW; basis plane waves; wave-function cutoff 800 eV; density cutoff ratio 5; exchange-correlation grid ratio 1; k mesh 1 x 1 x 1, shifted by 0.5 0.5 0 of a step; self-consistency stop 1e-10 eV per atom in the density residual; occupations fixed; spin none; net charge 0.

Cell vectors (angstrom)
a, 10.888, 0, 0
b, 0, 10.888, 0
c, 0, 0, 37.1861

Atoms and the computed forces on them: element, x, y, z (angstrom), force x, y, z (eV/angstrom)
Si, 0.885, -0.2404, -0.415, 0.0055, -0.0094, 0.0925
Si, 2.9788, 2.4962, 0.1278, 0.0105, -0.0038, 0.0628
Si, -0.1585, 5.6855, 0.1337, -0.0132, 0.0057, 0.0621
Si, 2.8086, 8.2418, 0.135, -0.0019, 0.004, 0.0511
Si, 5.2269, 0.3412, 0.1548, -0.0124, 0.0046, 0.072
Si, 7.9761, 2.9672, 0.2219, -0.0078, 0.0086, 0.0627
Si, 5.6822, 5.0816, -0.0149, -0.0132, 0.0079, 0.0191
Si, 8.4494, 7.8284, 0.0064, 0.0056, -0.0204, 0.0634
Si, 1.4733, 1.2558, 1.34, 0, -0.0004, -0.0226
Si, 4.1377, 4.0572, 1.42, -0.0054, 0.004, -0.018
Si, 1.419, 6.8413, 1.4224, 0.0002, -0.0056, -0.0106
Si, 4.1906, 9.5564, 1.4506, 0.0033, -0.0036, -0.0096
Si, 6.788, 1.4267, 1.5043, 0.0043, -0.0088, -0.0141
Si, 9.5577, 4.1374, 1.4535, -0.0004, -0.0057, -0.0105
Si, 6.8116, 6.7156, 1.2717, -0.0026, 0.0054, -0.0099
Si, 9.5067, 9.4343, 1.3258, -0.02, -0.009, 0.0321
Si, 0.0291, 2.6393, 2.6509, -0.005, -0.0011, 0.0005
Si, 2.7777, -0.0274, 2.8111, -0.0052, 0, 0.001
Si, 0.0429, 8.2056, 2.7715, -0.0014, 0.0022, -0.0057
Si, 2.7498, 5.4286, 2.7313, -0.0023, 0.0026, 0.0041
Si, 5.4341, 2.7383, 2.8741, 0.0009, 0, -0.0005
Si, 8.1933, -0.0272, 2.6962, 0.0021, -0.0049, -0.005
Si, 5.5335, 8.121, 2.6984, -0.0036, 0.0002, 0.0019
Si, 8.1737, 5.4762, 2.7831, -0.0008, -0.0037, 0
Si, 1.3766, 4.0205, 4.0403, 0.0021, -0.0023, 0.0017
Si, 4.0878, 1.3482, 4.1791, -0.0043, 0.0012, -0.0013
Si, 1.3895, 9.5338, 4.15, -0.0005, 0.001, 0.0001
Si, 4.1193, 6.8018, 4.0704, -0.0006, -0.0011, 0.0037
Si, 6.8239, 4.1158, 4.1539, -0.0021, 0.0013, 0.0011
Si, 9.546, 1.3375, 4.0584, 0.0034, -0.002, 0.0017
Si, 6.8567, 9.4936, 4.0782, 0.0018, -0.003, 0.0036
Si, 9.5451, 6.8344, 4.1105, -0.0041, 0.0026, 0.0013
Si, 0.0015, 0.0106, 5.4659, -0.0032, 0.0003, 0.0018
Si, 2.7089, 2.7193, 5.4814, -0.0023, 0.0004, 0.0013
Si, 0.0105, 5.4041, 5.4076, -0.0016, -0.0034, 0.0034
Si, 2.7537, 8.1447, 5.457, -0.0001, -0.0018, 0.0022
Si, 5.4737, -0.0422, 5.4557, -0.0005, -0.0022, 0.0013
Si, 8.1917, 2.7058, 5.4389, 0.0012, -0.0021, 0.0014
Si, 5.4456, 5.4647, 5.4822, -0.0018, -0.0001, 0.0028
Si, 8.1904, 8.1742, 5.4792, -0.0021, 0.0004, 0.0007
Si, 1.3406, 1.3717, 6.8328, -0.0012, -0.0008, -0.0005
Si, 4.0693, 4.0932, 6.8175, -0.001, -0.0004, 0.0006
Si, 1.3669, 6.7694, 6.7763, -0.0003, -0.0005, 0.0016
Si, 4.0934, 9.5156, 6.8261, -0.0019, -0.0001, 0.0004
Si, 6.8191, 1.3499, 6.7928, -0.0001, -0.0001, 0.0019
Si, 9.531, 4.0741, 6.8031, 0.0004, -0.001, 0.0004
Si, 6.8003, 6.8303, 6.8272, -0.0003, -0.0012, 0.0005
Si, 9.5336, 9.5376, 6.826, -0.001, -0.0004, -0.0005
Si, -0.018, 2.7233, 8.1909, -0.0009, -0.0001, 0.0008
Si, 2.7038, -0.0048, 8.162, -0.0003, 0.0001, 0.0021
Si, 0.0065, 8.1399, 8.1356, -0.0017, -0.0005, 0.0022
Si, 2.6999, 5.4376, 8.1767, -0.0018, -0.0017, 0.0022
Si, 5.4359, 2.7111, 8.1381, -0.0013, -0.0013, 0.0031
Si, 8.1529, -0.0022, 8.1707, -0.0009, -0.0012, 0.0014
Si, 5.4341, 8.1658, 8.2023, -0.0012, -0.001, 0.002
Si, 8.1558, 5.4455, 8.1494, -0.0011, -0.0006, 0.0021
Si, 1.3336, 4.0926, 9.545, -0.0007, -0.0012, 0.0024
Si, 4.0582, 1.3721, 9.5036, -0.0017, -0.0003, 0.0022
Si, 1.3464, 9.4995, 9.5061, -0.0004, -0.0014, 0.0015
Si, 4.0389, 6.8095, 9.5358, 0, -0.0001, 0.0016
Si, 6.7671, 4.0994, 9.4902, -0.0005, -0.001, 0.0026
Si, 9.5041, 1.3463, 9.5262, -0.0007, -0.0012, 0.0011
Si, 6.7882, 9.5447, 9.5433, -0.0006, -0.001, 0.002
Si, 9.5135, 6.8109, 9.5022, -0.001, -0.0012, 0.0019
Si, -0.0312, -0.0538, 10.8628, -0.0015, -0.0014, 0
Si, 2.7141, 2.7359, 10.8832, 0.0006, 0.0006, 0.0021
Si, -0.0409, 5.4624, 10.8889, 0.0008, -0.0013, 0.0023
Si, 2.6771, 8.1614, 10.9112, -0.0011, -0.0008, 0.0011
Si, 5.3725, -0.0063, 10.8758, -0.0007, -0.0014, 0.0022
Si, 8.1186, 2.7299, 10.8236, -0.0004, -0.0008, 0.0011
Si, 5.3948, 5.4457, 10.8726, -0.0009, -0.0028, 0.0006
Si, 8.1734, 8.1808, 10.8745, -0.0019, 0.0021, 0.0026
Si, 1.3599, 1.3006, 12.1596, 0.0007, -0.0014, 0.0009
Si, 4.0264, 4.1298, 12.2806, -0.0018, -0.0005, 0.001
Si, 1.2867, 6.8292, 12.2828, -0.0011, -0.0016, 0.0037
Si, 4.0346, 9.5139, 12.2832, 0.0002, 0.0011, 0.0016
Si, 6.7213, 1.4045, 12.156, -0.0033, -0.0029, 0.0006
Si, 9.4636, 4.0763, 12.189, -0.002, 0.0006, 0.0027
Si, 6.7661, 6.836, 12.1754, -0.0013, -0.0046, -0.0016
Si, 9.5188, 9.5048, 12.2972, 0.0011, 0.0004, 0.002
Si, -0.0253, 2.6555, 13.4319, 0.0001, 0.0048, 0.0009
Si, 2.639, -0.0211, 13.6329, -0.0004, -0.001, 0.0025
Si, -0.0348, 8.1327, 13.7582, -0.0038, 0.0047, 0
Si, 2.6363, 5.4987, 13.6578, 0.0024, -0.0042, 0.0046
Si, 5.4035, 2.7345, 13.5791, 0.0004, 0.0025, 0.0037
Si, 8.0752, 0.0573, 13.4753, 0.0022, -0.0013, -0.0018
Si, 5.4471, 8.1577, 13.6075, -0.0032, 0, 0.0006
Si, 8.0703, 5.4574, 13.5133, -0.0022, -0.0058, -0.0033
Si, 1.2336, 3.9894, 14.8603, -0.0006, -0.0041, -0.0069
Si, 4.007, 1.3985, 14.9141, -0.002, -0.0033, -0.0099
Si, 1.32, 9.5536, 15.1353, -0.0019, 0.0023, -0.0028
Si, 4.058, 6.8744, 15.0207, 0.0027, -0.0009, -0.0083
Si, 6.7321, 4.1369, 14.937, 0.0022, -0.0056, -0.0038
Si, 9.4341, 1.4064, 14.7881, -0.0058, -0.0016, -0.0042
Si, 6.7361, 9.6703, 14.8845, -0.0076, 0.0002, -0.012
Si, 9.4673, 6.6107, 14.9967, -0.0141, 0.0069, 0.0332
Si, -0.4001, -0.0983, 16.2162, 0.0011, 0.0067, 0.0515
Si, 2.7734, 2.8798, 16.2138, -0.0112, -0.0102, 0.0416
Si, -0.5504, 4.7731, 16.132, 0.01, 0.0108, 0.0451
Si, 3.1073, 8.5582, 16.3938, -0.0025, -0.0102, 0.0582
Si, 5.2716, -0.0086, 16.2542, 0.0056, 0.0072, 0.052
Si, 8.4964, 3.1236, 16.1006, -0.0125, -0.01, 0.0552
Si, 5.0542, 5.1527, 16.2937, 0.0048, -0.0032, 0.0503
Si, 8.0635, 8.7979, 16.5606, 0.0063, -0.017, 0.0651
Si, -0.108, 15.4201, 19.1193, -0.0059, -0.0098, 0.0311
Si, 1.6884, 4.3099, 35.1459, 0.0185, 0.0095, 0.0866
Si, -26.4077, 22.0914, 34.4738, -0.0288, -0.0152, 0.0592
Si, -10.8139, 2.7931, 33.0228, -0.0215, 0.0185, 0.0362
Si, 3.4582, 8.1096, 19.3303, 0.0183, -0.0057, 0.0343
Si, -5.4358, -1.472, 24.4015, 0.0034, -0.0044, -0.0584
Si, -4.6249, 2.8039, 26.5474, 0.0136, -0.0059, -0.0642
Si, 22.714, 1.6901, 18.4738, -0.0017, -0.0198, 0.05
Si, -0.9817, -4.2216, 26.0867, 0.0102, 0.0058, -0.0551
Si, -14.3435, 12.6032, 21.3883, 0.0048, -0.0002, -0.01
Si, -12.9687, 12.3703, 34.8913, 0.0224, 0.0183, 0.0644
Si, 19.5723, -15.604, 20.6142, -0.0018, 0.0061, -0.0045
Si, -5.9122, 15.3948, 24.4055, 0.0126, 0.0054, -0.0679
Si, 6.793, 14.5635, 29.4271, 0.002, -0.0059, -0.0279
Si, -8.0579, 10.7472, 25.1094, -0.0036, 0.0051, -0.0676
Si, -7.1201, 7.1071, 25.5386, 0.0105, -0.0043, -0.0602
Si, -24.8843, -10.5661, 25.5746, 0.0051, 0.0118, -0.0689
Si, -0.6336, 8.6021, 21.9009, 0.0005, -0.0055, -0.0254
Si, 15.9592, -6.3984, 19.1025, -0.0038, -0.0035, 0.0353
Si, -8.5113, 3.9441, 23.1162, -0.0066, 0.0096, -0.0496
Si, -2.6196, 19.6893, 27.227, 0.0052, 0.0027, -0.0689
Si, -17.8099, 13.2795, 30.2104, -0.0006, 0.0104, -0.0253
Si, -6.6075, 6.0751, 35.4924, -0.0139, -0.0128, 0.0723
Si, 12.0586, -2.6632, 24.5633, -0.013, 0.0009, -0.063
Si, -12.1624, 14.7382, 30.3641, 0.0005, -0.0034, -0.0464
Si, 9.5894, 1.6357, 23.3653, -0.0059, 0.0029, -0.0484
Si, 1.6674, -0.5628, 20.6035, -0.0022, 0.0092, -0.0033
Si, 2.5568, 6.4875, 28.3234, 0.0039, -0.0062, -0.0781
Si, -25.9575, 1.9267, 18.3807, 0.0055, 0.0051, 0.0585
Si, -25.3848, 9.7004, 22.0224, 0.0085, 0.0056, -0.0362
Si, -6.7026, 0.9306, 27.6331, -0.0047, -0.0045, -0.0627
Si, -4.9309, 31.3251, 28.7698, 0.0086, 0.0167, -0.0633
Si, 13.4552, 5.3956, 20.4456, 0.0052, 0.0076, 0.003
Si, 0.2178, 4.6439, 27.7532, -0.0046, 0.0035, -0.0723
Si, -15.2651, 15.5255, 21.8318, 0.0034, 0.005, -0.0346
Si, 1.5565, 18.2875, 30.8218, -0.0014, -0.0138, -0.0338
Si, 1.6161, 1.1662, 22.9393, 0.0076, -0.0048, -0.0441
Si, -24.9386, -4.8674, 30.9321, 0.0046, 0.0096, -0.0271
Si, -17.7806, 11.3008, 32.5653, 0.0066, 0.0069, 0.0219
Si, 10.7087, -6.7298, 24.8899, 0.0087, -0.0121, -0.0591
Si, 12.1371, 0.144, 33.7007, -0.0068, 0.008, 0.0674
Si, -11.5289, 8.9269, 32.2884, -0.0098, -0.0039, 0.0153
Si, 6.6821, 8.2134, 19.3443, 0.0085, -0.0126, 0.0376
Si, -5.4564, -4.6173, 32.604, -0.0163, -0.0124, 0.0317
Si, -13.4237, -1.5028, 34.4604, -0.0155, -0.0244, 0.0704
Si, 8.4229, 8.9978, 30.0528, -0.0019, -0.0018, -0.0435
Si, -17.4798, 8.7334, 31.0418, 0.0009, 0.0009, -0.0202
Si, -18.4516, 16.0754, 30.7442, -0.0017, -0.0056, -0.0233
O, -2.6662, -7.8085, -7.2215, 0.0108, 0.0053, 0.016
O, -3.6347, 1.5867, -2.6963, -0.0005, 0.0105, -0.0204
O, -1.9695, 2.1026, -0.8066, 0.0196, -0.0338, -0.0754
O, 3.0165, -7.1999, -6.9066, 0.0176, -0.0146, 0.0133
O, -4.9841, 10.6844, -1.2167, 0.0266, -0.0024, -0.0978
O, -8.9042, 5.9066, -5.8736, -0.0093, 0.0127, 0.0115
O, -8.1018, 10.6813, -3.7618, 0.0001, 0.0005, -0.014
O, 4.0828, 10.2525, -12.9812, -0.0066, 0.0064, 0.0227
O, -7.704, 21.8984, -10.524, 0.007, 0.0058, 0.0338
O, 3.6878, -9.2306, -5.5764, -0.0057, 0.0012, 0.0019
O, -2.8726, 8.5315, -1.3982, -0.0031, 0.0369, -0.0859
O, 4.1002, 12.2975, -0.3693, 0.0016, -0.0019, -0.027
O, -3.9945, 0.3835, -15.0611, 0.0043, -0.0099, 0.0035
O, -22.5253, 5.927, -9.679, 0.0055, -0.0101, 0.0361
O, -20.7678, 3.9133, -3.4511, -0.0231, -0.0163, -0.0375
O, -12.8262, 1.9248, -15.2801, 0.0043, -0.0045, 0.0226
O, -0.0152, 5.1693, 17.6374, -0.0107, -0.0077, -0.0689
O, -3.9139, -1.6073, 20.5068, 0.0038, -0.0043, -0.0026
O, -1.4988, -1.1728, 16.7862, 0.0027, 0.0091, -0.0159
O, -5.4172, -16.2994, 17.8586, -0.0015, 0.0003, -0.0537
O, -8.6836, 24.0343, 17.6229, 0.02, 0.0145, -0.0494
O, -1.1029, 7.2214, 21.1764, 0.0036, 0.0019, 0.0037
O, -11.8942, 13.9176, 24.1121, -0.0041, 0.0106, 0.0227
O, 3.7158, 6.0224, 29.3873, 0.0022, -0.0004, 0.0183
O, 1.8379, 24.414, 22.3177, 0.0065, 0.0041, 0.0126
O, 15.8851, 8.1236, 25.2588, -0.001, -0.0121, 0.0265
O, 7.3917, 12.5662, 26.3404, -0.0073, 0.01, 0.0292
O, 7.9336, 2.5872, 17.5567, 0.0255, 0.0148, -0.0574
O, 5.0735, 8.0404, 19.2805, 0.008, 0.0017, -0.0076
O, 8.5443, 7.292, 16.1925, 0.0069, -0.0032, -0.0324
O, 18.081, -2.1203, 17.9206, 0.0116, 0.0095, -0.046
O, 4.1964, 9.7418, 16.7784, 0.0043, 0.0062, -0.0109
O, -10.4866, -1.0453, 33.0609, 0.0058, -0.0003, -0.0121
O, -13.1308, -10.172, 24.2824, -0.0135, 0.0004, 0.0385
O, 9.3702, 4.9811, 19.7584, 0.0023, -0.0045, -0.003
O, 3.4885, -6.3861, 19.4508, -0.0015, 0.0006, -0.0122
O, -3.5486, 12.3544, 19.7951, -0.0039, 0.0051, -0.0202
O, 0.2784, -3.276, 25.7547, -0.0033, -0.0062, 0.0288
O, 15.2472, -5.2598, 25.374, -0.0036, 0.0243, 0.0398
O, 6.2523, 19.8518, 23.0543, -0.0048, 0.0016, 0.0367
O, 2.8675, -1.3982, 19.9239, 0.003, 0.0015, -0.0105
O, -2.0218, 9.383, 22.3088, -0.0025, 0.0041, 0.0139
O, 13.8293, 6.9471, 20.3061, -0.0019, 0.0012, -0.0112
O, -2.9841, 7.5724, 30.5953, -0.0007, -0.019, 0.0291
O, 1.51, 7.4043, 29.1882, -0.0065, 0.0046, 0.021
O, 4.801, 2.1713, 26.8128, -0.004, -0.0009, 0.0335
O, 13.6895, 7.881, 17.8545, 0.0035, 0.0127, -0.0655
O, -16.2427, 13.7101, 30.0088, -0.0157, 0.0029, 0.0127
O, -10.58, -1.4336, 20.8677, -0.0019, 0.0007, 0.0084
O, 6.0315, 11.6002, 17.5313, -0.0191, -0.029, -0.051
O, -13.8503, 5.4223, 21.8376, -0.0026, -0.0014, 0.0104
O, 0.0453, 13.81, 19.0283, -0.0027, -0.0008, -0.0162
O, -0.4506, 3.1838, 31.5631, -0.0056, -0.0128, 0.0119
O, 6.6049, -7.8707, 21.8683, -0.001, -0.0019, 0.0153
O, 0.0476, 0.7762, 17.5018, -0.0111, -0.0172, -0.0581
O, -0.2866, -6.991, 29.0823, -0.0062, -0.0065, 0.0378
O, 1.2172, 4.4568, 24.1232, -0.0124, 0.0096, 0.0216
O, -4.7795, 3.685, 25.2075, 0.0073, -0.0089, 0.0407
O, 5.7781, 5.0183, 20.4467, -0.0007, -0.01, -0.0083
O, -9.9247, 12.3621, 32.858, 0.0018, -0.0108, -0.0145
O, -14.8128, 9.905, 33.7887, 0.0027, 0.0058, -0.0211
O, -25.5461, -0.9461, 29.8435, 0.0034, -0.0034, 0.0288
O, -11.4774, 21.0685, 37.2638, 0.0194, 0.0201, -0.0375
O, -5.4737, 10.8842, 28.0771, 0.0126, -0.016, 0.049
O, -9.2806, 20.5902, 25.0277, 0.0042, -0.0052, 0.0161
O, -19.5416, 0.0038, 22.012, -0.0073, 0.0112, 0.0141
O, -10.8332, 0.8195, 23.0945, -0.0076, -0.0061, 0.0043
O, 11.9263, -5.7365, 20.0445, -0.0052, 0, -0.0023
O, -10.7189, -3.1527, 31.5581, 0.0085, -0.0021, 0.0007
O, -4.1909, 8.6616, 27.6306, -0.0073, 0.0032, 0.028
O, 13.1816, 22.9813, 24.4046, 0.0142, -0.0152, 0.0313
O, 14.0903, 18.1433, 27.058, -0.0135, -0.0028, 0.0424
O, -23.237, 9.6873, 31.1108, 0.0032, 0.0032, 0.0114
O, -27.9156, 8.7496, 29.4828, -0.0061, -0.0026, 0.0207
O, -1.727, -0.1115, 34.7995, -0.007, 0.0065, -0.0256
O, -9.5088, 0.7408, 19.6921, -0.0029, 0.0035, -0.0146
O, -7.9116, -5.6235, 34.9462, -0.0163, -0.0027, -0.0096
O, 3.7372, 14.4793, 23.9153, -0.0015, -0.0087, 0.0227
O, 14.7392, -6.8255, 16.5436, -0.0062, -0.0003, -0.0053
O, -26.2213, 10.4071, 25.1856, 0.0158, 0.0164, 0.0511
O, -16.7534, 0.9013, 33.6786, 0.0123, -0.0134, -0.0161
O, -25.9011, 5.238, 29.8745, 0.0028, 0.0133, 0.02
O, 0.2903, 8.258, 23.1985, 0.01, -0.0002, 0.0272
O, 6.7276, -7.2064, 27.8138, 0.0011, 0.0027, 0.0477
O, -14.1905, -3.9742, 19.6827, 0.0018, 0.0077, -0.009
O, 1.7506, 5.1594, 27.8491, 0.002, 0.0008, 0.0116
O, -2.2963, 7.5845, 26.2131, 0, 0.0083, 0.0326
O, -12.6478, -2.1276, 28.6059, 0.004, -0.0023, 0.0383
O, -4.029, -6.9061, 36.7103, 0.0001, 0.0004, -0.0406
O, -8.6631, 13.906, 35.9613, -0.0244, 0.0278, -0.0712
O, -12.5943, 8.4565, 33.4233, 0.0159, 0.003, -0.025
O, -20.8692, 0.3944, 35.2722, -0.0023, 0.0063, -0.0916
O, -11.9633, 16.4074, 24.9392, 0.0029, 0.0046, 0.0212
O, -18.3104, 12.3526, 28.9759, -0.0071, 0.0081, 0.0319
O, -6.241, -11.6004, 31.6348, 0.0012, -0.0086, -0.0065
O, 2.5528, 7.361, 24.4734, 0.0097, -0.0034, 0.0288
O, -17.3108, -5.7144, 31.891, 0.0037, 0.0099, 0.0095
O, 5.159, 6.4257, 34.1817, 0.017, 0.0071, -0.072
O, -5.3498, -7.8922, 18.7065, 0.0012, -0.0026, -0.0107
O, -8.1736, 8.4609, 31.2249, 0.0047, 0.0079, 0.0106
O, -1.7067, 5.3261, 30.8849, -0.0032, 0.0098, 0.0093
O, 1.8259, 9.3255, 36.5864, -0.0136, 0.0084, -0.0316
O, -10.7761, 25.4788, 26.4275, 0.0037, 0.0064, 0.0368
O, -19.0354, 15.9384, 22.0075, -0.0034, -0.0115, 0.0167
O, -7.1835, 7.4265, 36.2144, 0.0094, -0.0223, -0.0532
O, 5.1534, -3.2231, 31.8637, 0, 0.0124, -0.0058
O, -12.0837, 13.306, 33.9446, 0.0222, -0.0031, -0.0352
O, -1.2818, 17.6288, 36.7753, -0.0062, 0.0012, -0.0207
O, -3.8995, 5.8851, 32.3764, 0.0044, 0.0024, 0.0016
O, -13.1556, 21.1064, 26.5267, 0.002, -0.0196, 0.0512
O, -16.0916, 5.1552, 23.1078, -0.0072, -0.0057, 0.0321
O, -10.3462, 15.9323, 36.0076, 0.0278, -0.0171, -0.0689

Results
free energy: -161109.887 eV
free energy less fixed offsets of O -570.45, Si -639.56 eV per atom: -6.367 eV

The program warned: the cutoff lies below the one the program advises for these potential files; the forces do not sum to zero within the program's tolerance; empty levels may hold ghost states of the PAW files; the exchange-correlation potential is rough where the density is thin.
